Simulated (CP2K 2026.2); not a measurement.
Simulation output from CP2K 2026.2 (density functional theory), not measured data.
Periodic cell of 432 atoms, Si324O108, from a study of silicon, its oxide and their interface. The atomic structure is a simulated model.
Doubt: the forces sum to 0.49 eV/angstrom along one axis rather than to zero, so they err by at least 0.0011 eV/angstrom per atom on average; the grid cutoff is modest.

Settings: functional PBE; method Gaussian and plane waves; basis set DZVP-MOLOPT-SR-GTH; pseudopotentials GTH-PBE; grid cutoff 300 Ry, relative cutoff 40 Ry; k points Gamma only; occupations fixed; spin none; net charge 0.

Cell vectors (angstrom)
a	16.32	0	0
b	0	16.32	0
c	5.274	2.6523	29.659

Atoms: element, x, y, z (angstrom)
Si	1.7344	-1.4229	0.0275
Si	3.9863	1.682	-0.0133
Si	1.6728	3.8054	0.0905
Si	4.3054	6.4474	0.115
Si	0.8675	-6.6243	-0.2129
Si	3.8853	-3.7985	0.0095
Si	7.044	-1.6679	0.1437
Si	9.8349	1.2231	0.393
Si	6.6229	4.3275	-0.0149
Si	9.443	7.0804	0.031
Si	7.0185	9.1182	0.0266
Si	-7.194	-3.9901	0.1097
Si	-4.5764	-1.1559	0.1189
Si	-1.5156	1.7817	0.0906
Si	-3.8856	3.8878	0.2282
Si	-1.7765	7.0355	0.1833
Si	-3.9075	-7.0175	0.0245
Si	-1.136	-4.1691	-0.0534
Si	2.8368	0.1142	1.3668
Si	5.4851	2.7974	1.3733
Si	2.7405	5.3751	1.4426
Si	5.4431	8.0552	1.3702
Si	2.6663	-5.5434	1.0663
Si	5.4527	-2.7788	1.4291
Si	8.093	-0.0015	1.4101
Si	-5.4014	2.8371	1.6155
Si	8.2392	5.4585	1.2745
Si	-5.4309	8.2234	1.4522
Si	8.0094	-5.5385	1.4089
Si	-5.5268	-2.8903	1.3611
Si	-2.6463	-0.0328	1.1471
Si	0.0567	2.782	1.474
Si	-2.8123	5.4863	1.5435
Si	-0.1087	8.2092	1.3342
Si	-2.6972	-5.402	1.2549
Si	0.0779	-2.6481	1.2476
Si	1.3846	1.3488	2.7642
Si	4.1146	4.0706	2.8108
Si	1.3255	6.8285	2.6512
Si	4.0227	9.4971	2.5748
Si	1.4111	-4.1088	2.5697
Si	4.1279	-1.3211	2.7274
Si	6.7625	1.3754	2.7369
Si	9.4729	4.1643	2.8078
Si	6.8522	6.7566	2.7255
Si	9.5031	-6.7532	2.7656
Si	6.7228	-4.1681	2.7993
Si	-6.8242	-1.4088	2.7391
Si	-3.977	1.3034	2.7162
Si	-1.3206	4.157	2.8015
Si	-4.1799	6.8176	2.8581
Si	-1.4045	-6.749	2.7256
Si	-4.0634	-4.1219	2.6841
Si	-1.3356	-1.3525	2.6034
Si	-0.0077	-0.0282	4.0554
Si	2.7306	2.7093	4.131
Si	0.0258	5.5102	4.1162
Si	2.7048	8.1698	4.0091
Si	0.023	-5.3977	4.0191
Si	2.727	-2.7401	4.0031
Si	5.4443	0.015	4.1228
Si	8.1405	2.7221	4.0968
Si	5.4838	5.4385	4.1241
Si	8.1647	-8.1654	4.0993
Si	5.3354	-5.5098	4.0721
Si	8.131	-2.7609	4.0931
Si	-5.408	-0.0335	4.0607
Si	-2.6743	2.7073	4.0919
Si	-5.5021	5.465	4.2056
Si	-2.7433	8.1959	4.1111
Si	-5.4298	-5.4206	4.1017
Si	-2.7041	-2.7051	3.9986
Si	1.4021	-1.33	16.2958
Si	4.0904	1.3972	16.3573
Si	1.3365	4.0746	16.3712
Si	4.0478	6.727	16.3589
Si	1.3526	-6.8236	16.3331
Si	4.0488	-4.1044	16.278
Si	6.7964	-1.3566	16.3098
Si	-6.8102	1.3698	16.3439
Si	6.7546	4.0565	16.4237
Si	-6.8545	6.7547	16.2844
Si	6.8177	-6.8205	16.264
Si	-6.7301	-4.0269	16.2869
Si	-4.0798	-1.3511	16.3426
Si	-1.3941	1.3539	16.3117
Si	-4.0753	4.1029	16.2807
Si	-1.3031	6.8628	16.309
Si	-4.0652	9.5267	16.2942
Si	-1.3844	-4.1241	16.2281
Si	2.7345	0.0529	17.7054
Si	5.3748	2.7185	17.8419
Si	2.662	5.4073	17.7995
Si	5.4825	8.099	17.6125
Si	2.7335	-5.4786	17.6681
Si	5.3901	-2.7339	17.6054
Si	8.15	-0.0153	17.696
Si	-5.4245	2.7662	17.6638
Si	8.1452	5.4278	17.7439
Si	-5.4832	8.1361	17.5609
Si	8.2124	-5.4162	17.5417
Si	-5.3852	-2.7146	17.7438
Si	-2.7353	0.019	17.7085
Si	-0.0738	2.7066	17.6876
Si	-2.6856	5.4924	17.5773
Si	0.0094	-8.1205	17.7717
Si	-2.7044	-5.4324	17.6735
Si	0.019	-2.7789	17.5043
Si	1.2658	1.3413	19.0627
Si	3.9471	4.0154	19.2664
Si	1.3418	6.8482	19.1754
Si	4.1409	-6.8655	18.9517
Si	1.3311	-4.0939	18.9366
Si	4.096	-1.36	19.0225
Si	6.7858	1.3193	19.1243
Si	-6.7782	4.0925	19.0889
Si	6.7786	6.787	19.099
Si	-6.801	9.5239	18.9001
Si	6.8135	-4.0994	18.8585
Si	9.5674	-1.329	19.0685
Si	-4.0535	1.4562	19.0666
Si	-1.3974	4.16	19.0006
Si	-4.0705	6.8328	18.8788
Si	-1.3446	-6.7263	19.1203
Si	-4.0327	-4.1106	19.1089
Si	-1.3273	-1.466	18.8641
Si	0.203	-0.407	20.2297
Si	2.1685	2.9304	20.541
Si	0.0593	5.3116	20.4371
Si	3.0402	7.9723	20.3911
Si	-0.1459	-5.1316	20.4343
Si	2.4746	-2.541	20.2215
Si	5.7127	-0.3538	20.4186
Si	8.4003	2.4693	20.3767
Si	5.156	5.668	20.4331
Si	7.9828	8.4485	20.2833
Si	5.7552	-5.7107	20.1668
Si	7.9509	-2.5878	20.2037
Si	-5.6443	0.3422	20.3523
Si	-2.9509	3.0997	20.3772
Si	-5.1479	5.322	20.2787
Si	-3.0208	-7.9189	20.2541
Si	-5.2503	-5.751	20.3018
Si	-2.3651	-2.9505	20.3266
Si	4.3354	-3.9254	22.3047
Si	-5.442	-5.3052	-5.0139
Si	-2.9152	0.2675	-3.5587
Si	3.8608	7.0132	-2.8324
Si	-5.1252	5.5241	-2.1288
Si	-6.3428	-7.8188	-4.0846
Si	-3.6097	7.2183	-4.0673
Si	1.2057	-3.0827	-3.8585
Si	5.1053	-1.2234	23.1633
Si	-1.2751	-7.2369	-4.4274
Si	5.5209	-5.2198	-4.9784
Si	-5.9514	-5.8424	-2.1328
Si	-0.856	2.4557	-2.7598
Si	-7.1939	5.4476	-4.3043
Si	8.0048	0.7935	-3.8109
Si	-6.9055	6.7176	22.3639
Si	-2.5431	-4.5702	-4.7102
Si	-1.732	2.4917	23.2757
Si	-4.364	-1.6577	22.1583
Si	5.4844	-0.1293	-2.1444
Si	1.0823	7.9302	-2.9435
Si	3.6993	-4.5903	-2.8652
Si	5.4517	-6.8762	-2.6899
Si	1.2821	2.0731	23.3577
Si	-5.7334	0.2042	-2.2389
Si	-6.461	-3.7637	22.146
Si	-0.6128	-0.0677	23.1599
Si	-1.1719	7.2359	22.4277
Si	4.2828	4.1626	-4.2183
Si	1.2068	-7.0066	22.4615
Si	7.0943	3.6419	-3.0578
Si	7.1818	4.4399	22.424
Si	-1.7714	-2.5712	-2.6935
Si	1.944	2.0062	-4.1789
Si	-0.2308	5.2746	-1.9644
Si	2.6235	-0.6845	-2.8153
Si	1.3582	-1.3985	5.3955
Si	4.074	1.3485	5.4846
Si	1.3714	4.1046	5.452
Si	4.0773	6.8232	5.4099
Si	1.3564	9.5349	5.392
Si	4.0477	-4.0868	5.4204
Si	6.7997	-1.3737	5.4493
Si	9.5414	1.3499	5.4121
Si	6.8014	4.0647	5.4886
Si	9.4832	6.8314	5.5292
Si	6.7599	-6.8213	5.4279
Si	9.516	12.2424	5.4554
Si	-4.0563	-1.3785	5.4202
Si	-1.3257	1.3554	5.4449
Si	-4.0722	4.0622	5.4455
Si	-1.3658	6.8386	5.4588
Si	-4.0936	-6.7815	5.475
Si	-1.3472	-4.0556	5.3892
Si	2.7013	-0.033	6.7928
Si	5.434	2.7106	6.8337
Si	2.7342	5.4608	6.7962
Si	5.4226	-8.1642	6.8105
Si	2.6997	-5.4394	6.789
Si	5.423	-2.7331	6.789
Si	8.1732	-0.0033	6.7847
Si	10.881	2.7099	6.7993
Si	8.1433	5.4344	6.8519
Si	10.8751	8.181	6.8467
Si	8.1389	10.8685	6.786
Si	10.8918	-2.7189	6.7946
Si	-2.7071	-0.0038	6.7857
Si	0.0161	2.7241	6.804
Si	-2.7212	5.4432	6.7979
Si	0.0086	8.1909	6.7924
Si	-2.7049	-5.4099	6.7828
Si	-0.0028	-2.72	6.7867
Si	1.3633	1.3508	8.1585
Si	4.0753	4.0886	8.1686
Si	1.3606	6.8144	8.1498
Si	4.0691	-6.7905	8.1572
Si	1.3509	-4.08	8.1554
Si	4.0698	-1.377	8.1591
Si	6.8097	1.345	8.1626
Si	9.5279	4.0706	8.1743
Si	6.7758	6.7989	8.1852
Si	9.4962	9.5322	8.179
Si	6.7889	-4.0862	8.1524
Si	9.5297	-1.3573	8.151
Si	-4.074	1.3521	8.1519
Si	-1.3598	4.0793	8.1559
Si	-4.079	6.7966	8.1721
Si	-1.3556	-6.7791	8.1508
Si	-4.0735	-4.0727	8.1559
Si	-1.3532	-1.355	8.1534
Si	-0.0014	0.003	9.5245
Si	2.7191	2.7156	9.5176
Si	0.0043	5.4414	9.507
Si	2.7168	-8.1551	9.517
Si	0.0006	-5.4349	9.5213
Si	2.7149	-2.7291	9.5268
Si	5.4367	-0.0111	9.5138
Si	8.1578	2.7129	9.5235
Si	5.4279	5.4356	9.5387
Si	8.1471	8.1584	9.536
Si	5.4352	-5.4416	9.5251
Si	8.1573	-2.7184	9.503
Si	-5.4369	0.0014	9.5158
Si	-2.7227	2.7205	9.5186
Si	-5.4395	5.4363	9.5349
Si	-2.7113	-8.1529	9.5097
Si	-5.4427	-5.4284	9.5155
Si	-2.7167	-2.7112	9.5115
Si	1.3607	-1.3569	10.8848
Si	4.0808	1.3552	10.8758
Si	1.3594	4.0796	10.8746
Si	4.0672	-9.5205	10.8817
Si	1.3602	-6.7997	10.8774
Si	4.0807	-4.0833	10.8914
Si	6.8026	-1.3611	10.8755
Si	9.5185	1.3569	10.8776
Si	6.7928	4.0698	10.8827
Si	9.5128	6.7959	10.8907
Si	6.7876	9.5148	10.8959
Si	9.5134	-4.0725	10.8722
Si	-4.076	-1.3542	10.8733
Si	-1.3602	1.3677	10.8846
Si	-4.0837	4.0726	10.8939
Si	-1.3586	6.7948	10.8675
Si	-4.079	-6.7954	10.8651
Si	-1.3579	-4.0694	10.8683
Si	2.7195	0.0075	12.2463
Si	5.4336	2.7114	12.2445
Si	2.723	5.4304	12.2403
Si	5.4226	-8.1742	12.2491
Si	2.7196	-5.4496	12.2461
Si	5.4503	-2.7166	12.2427
Si	8.1529	0.0104	12.2405
Si	10.864	2.7116	12.2497
Si	8.1454	5.4282	12.2435
Si	10.8882	8.1644	12.2314
Si	8.1622	10.8801	12.2381
Si	10.8712	-2.7061	12.2243
Si	-2.7216	0.005	12.2397
Si	0.0021	2.7305	12.2449
Si	-2.717	5.4409	12.2409
Si	0.0087	8.1418	12.2237
Si	-2.7149	-5.4312	12.2176
Si	-0.0048	-2.7177	12.2373
Si	1.3626	1.376	13.6122
Si	4.0733	4.0657	13.6083
Si	1.3682	6.7883	13.5957
Si	4.0637	-6.824	13.6144
Si	1.3537	-4.0826	13.5904
Si	4.094	-1.3471	13.5981
Si	6.7967	1.3695	13.6139
Si	9.4902	4.064	13.6107
Si	6.7688	-9.5519	13.605
Si	9.5323	9.5224	13.5927
Si	6.8093	-4.0804	13.6041
Si	9.5197	-1.3428	13.5913
Si	-4.0926	1.3508	13.6032
Si	-1.3538	4.0913	13.6109
Si	-4.078	6.8046	13.5982
Si	-1.3547	9.5096	13.5565
Si	-4.076	-4.0623	13.5649
Si	-1.3561	-1.35	13.5983
Si	0.0009	0.0126	14.9623
Si	2.7117	2.7357	14.9946
Si	0.0193	5.4482	14.9754
Si	2.7145	8.1217	14.9895
Si	0.0062	-5.4798	14.9267
Si	2.7227	-2.713	14.9292
Si	5.4367	0.0222	14.9784
Si	8.1281	2.7251	15.0106
Si	5.4236	5.3978	14.9972
Si	8.1538	-8.1831	14.9129
Si	5.4364	-5.4535	14.9416
Si	8.1733	-2.7017	14.9523
Si	-5.4534	0.0017	14.9809
Si	-2.7304	2.7197	14.9427
Si	-5.4574	5.434	14.9333
Si	-2.7005	8.1745	14.9413
Si	-5.4092	-5.4217	14.9338
Si	-2.7336	-2.7037	14.941
O	1.375	-1.4397	20.7434
O	2.5386	-7.5233	21.7091
O	-7.5423	8.0084	21.6375
O	-1.8596	-3.2369	-1.2059
O	2.5818	7.7324	-3.5009
O	-7.0746	-0.0354	-3.1228
O	-6.2679	-6.6976	-5.2781
O	2.5951	0.8246	-3.328
O	-2.4711	7.6717	21.5925
O	-5.995	-5.2314	21.6707
O	-0.1379	2.9083	23.3309
O	-8.0972	8.0901	-0.4256
O	-1.2532	-4.0125	20.9089
O	-2.7549	2.8074	-0.2431
O	3.7979	-4.6397	23.637
O	-0.1351	-5.3656	-0.6306
O	-6.7902	1.3896	20.8861
O	5.0839	-5.0558	21.475
O	1.1672	4.1865	20.8312
O	-1.0964	4.0741	-2.6563
O	-0.6897	1.704	-1.3226
O	-2.1875	7.9101	-3.799
O	2.9486	3.2627	-4.1051
O	-5.4305	0.0453	0.8015
O	-6.7811	-4.823	-1.2204
O	7.6653	3.0856	21.6935
O	2.7935	2.7294	-0.4865
O	0.9891	4.5392	-1.1895
O	3.6176	-1.2253	23.7863
O	-0.6503	0.0085	21.5469
O	-1.2301	6.0701	-0.9954
O	-0.6635	5.8056	21.8384
O	-7.9978	5.5497	22.2677
O	1.6721	-0.8	-1.4923
O	3.554	6.9605	-1.2372
O	0.0445	-8.0739	22.1754
O	-6.2311	1.3763	-1.2172
O	4.0979	6.8287	20.9176
O	-0.8848	-1.5217	23.7618
O	2.1351	-4.174	-3.0529
O	-4.8319	-0.1953	21.6733
O	1.5106	-6.9197	24.0445
O	3.0696	-3.3175	21.5175
O	6.5207	0.2798	-3.3382
O	-5.9903	6.624	-1.2808
O	-3.0185	-0.1343	-5.1094
O	4.2043	-1.0081	-2.6147
O	-0.228	-2.8031	-3.153
O	1.111	-7.5569	-1.5386
O	0.8444	0.5194	23.5941
O	-4.6947	-6.4155	-1.2758
O	4.5346	-4.1865	-4.2018
O	6.3608	-1.0518	-1.1757
O	-4.0871	4.1971	20.8093
O	5.8138	4.9974	21.7681
O	-5.4065	-2.7125	21.505
O	-5.4709	-4.9961	-3.4215
O	6.2762	-6.1364	-3.8772
O	1.4156	-2.593	24.2864
O	-5.6017	6.1811	21.5862
O	3.9611	-6.189	-2.6398
O	-2.9133	-2.0807	21.6065
O	-2.8061	-3.3999	-3.6249
O	-4.1639	-6.8717	20.784
O	-6.1276	4.9085	-3.2223
O	2.7297	-2.6824	-0.1567
O	4.3881	-3.9599	-1.5387
O	4.0617	5.5564	-3.4564
O	5.5641	3.4293	-3.5505
O	8.1524	-2.7613	-0.3687
O	6.8706	-6.7631	20.7377
O	7.1741	3.7476	-1.4371
O	6.9142	-1.4273	20.6604
O	-4.777	-8.0462	-3.7737
O	-4.4226	0.6456	-3.0727
O	2.1986	2.2222	22.0187
O	6.9686	4.1421	23.977
O	-5.1786	-1.1157	-1.4265
O	-1.785	0.9184	23.6801
O	-1.7109	-5.7502	-3.9489
O	4.8455	1.1304	-1.3093
O	-3.8358	6.069	-2.9528
O	-1.5873	7.3154	23.9798
O	-2.8355	8.1366	-0.453
O	0.6616	-5.6335	21.7781
O	5.3755	-2.7309	22.6294
O	-6.8732	-7.0621	-2.7362
O	-4.6103	4.394	-1.1274
O	0.2485	-7.5049	-4.0013
O	-2.7368	3.292	24.2593
O	-2.0508	1.6346	-3.4753
O	6.2163	-0.907	24.2867
O	-6.4123	-3.5659	23.7427
O	5.4605	5.4097	-0.4153
O	-7.0801	7.0922	-4.446
O	-4.4602	-1.7714	23.7666
O	6.278	-6.6603	-1.3225
O	7.6673	4.9949	-3.7655
O	5.2152	7.8838	-3.0326
O	-2.2436	2.6462	21.7589
O	8.0145	2.3767	-3.4731
O	-2.2217	-0.9909	-2.739
O	0.4295	6.4344	-2.8803
O	-6.4949	7.0849	23.8703
O	5.1515	-0.1356	21.9499
O	-7.9086	-3.3921	21.5544
O	0.5077	2.3508	-3.5827
O	2.0382	-1.703	-3.9146

Results
total energy: -82019.186 eV
total energy less fixed offsets of O -438.25, Si -107.07 eV per atom: 2.494 eV

Forces (eV/angstrom), in the order of the atoms: element, x, y, z
Si	-0.4141	0.2637	0.6147
Si	0.091	-0.1799	0.6845
Si	-0.118	0.0191	0.7291
Si	-0.076	0.1649	0.7179
Si	0.2558	-0.0205	0.6668
Si	0.2816	-0.4985	0.6679
Si	-0.1153	0.1293	0.7592
Si	-0.5907	0.3236	0.386
Si	0.2008	-0.1296	0.7547
Si	0.09	-0.2462	0.6787
Si	-0.1202	0.1402	0.7278
Si	0.2469	-0.0965	0.7199
Si	0.7071	-0.4605	0.2344
Si	0.069	-0.3832	0.6368
Si	-0.1085	0.2167	0.7382
Si	0.1324	0.0272	0.6775
Si	-0.0752	0.169	0.7102
Si	-0.0538	0.029	0.6484
Si	-0.0039	0.0318	-0.0477
Si	-0.0008	0.0264	-0.052
Si	0.0098	-0.002	-0.0499
Si	0.0204	-0.0134	-0.048
Si	-0.006	0.0222	-0.053
Si	0.0022	0.0019	-0.0228
Si	0.0137	0.0006	-0.0756
Si	0.02	-0.0372	-0.037
Si	0.0024	0.0007	-0.0435
Si	0.0204	0.0029	-0.0364
Si	-0.0061	-0.0208	-0.0512
Si	-0.0626	0	-0.0663
Si	-0.0527	-0.0374	-0.0915
Si	0.0057	0.0113	-0.0133
Si	-0.0022	-0.0021	-0.011
Si	0.0259	0.0055	-0.0419
Si	0.0139	-0.0133	-0.0491
Si	0.0012	0.0066	-0.0423
Si	0.0216	0.007	0.0116
Si	0.0193	0.0085	0.0446
Si	-0.0302	-0.005	-0.0054
Si	0.0033	0.0333	-0.0089
Si	0.0033	-0.0182	0.0129
Si	-0.0018	-0.0057	0.0091
Si	-0.0249	-0.0291	0.0177
Si	-0.007	0.0606	0.0107
Si	0.0079	-0.0371	0.0425
Si	-0.0026	-0.0031	0.0322
Si	0.0203	0.0149	0.0474
Si	0.019	0.0397	0.0065
Si	0.0064	-0.0283	0.0256
Si	-0.0281	-0.0221	0.0155
Si	-0.0117	0.0163	0.0233
Si	-0.016	0.0101	0.0326
Si	-0.0079	-0.0339	0.002
Si	0.0068	0.0022	-0.0053
Si	0.0136	-0.0012	-0.0133
Si	0.0077	0.0026	-0.0108
Si	-0.0063	0.0115	0.0269
Si	0.0189	-0.0199	0.0004
Si	-0.0038	0.001	-0.026
Si	-0.0009	-0.0212	-0.0128
Si	-0.0117	-0.0072	0.0122
Si	0.0038	-0.0062	-0.0135
Si	0.0034	0.0072	-0.0038
Si	-0.0142	-0.0059	-0.029
Si	-0.0142	-0.0098	0.0306
Si	-0.0177	-0.023	-0.0162
Si	0.0163	-0.0005	0.0233
Si	-0.0043	0.0403	-0.0323
Si	-0.0007	0.0204	0.0178
Si	0.0004	0.0158	-0.013
Si	-0.019	0.0007	0.0167
Si	0.0026	0.0252	0.0056
Si	-0.0047	0.0027	0.0097
Si	-0.006	-0.0132	-0.0015
Si	-0.0081	0.01	0.0133
Si	-0.0045	-0.0039	0.025
Si	-0.0149	0.0098	0.0112
Si	0.0108	0.0158	-0.0196
Si	0.0127	-0.018	0.0109
Si	0.0137	0.0039	0.0284
Si	-0.011	-0.0115	-0.0053
Si	-0.0017	-0.0038	-0.0032
Si	-0.0099	-0.0063	0.0109
Si	0.0107	0.01	-0.0028
Si	0.0116	-0.0126	-0.002
Si	0.0051	0.0162	-0.0196
Si	-0.0203	0.0006	0.0057
Si	0.0066	-0.0016	-0.0045
Si	0.0058	0.0061	0.028
Si	0.0048	0.0122	0.0008
Si	-0.0222	-0.0219	-0.0055
Si	0.0135	0.031	0.0072
Si	0.0257	0.0033	-0.0244
Si	0.0107	-0.0139	-0.0342
Si	0.0153	0.0034	-0.0073
Si	-0.0107	0.0044	-0.0222
Si	-0.0139	0.0302	-0.0169
Si	-0.0148	-0.0112	-0.032
Si	0.0058	0.0151	-0.0005
Si	-0.003	0.0028	-0.031
Si	0.0009	0.0045	-0.0248
Si	-0.015	-0.0191	-0.0117
Si	-0.0237	0.0026	-0.0106
Si	0.0055	0.0059	-0.0111
Si	0.0089	0.0014	-0.0258
Si	-0.0153	-0.0103	-0.0056
Si	0.0193	-0.0106	-0.0245
Si	-0.0035	-0.0066	-0.0465
Si	0.0093	-0.001	0.0515
Si	-0.0083	0.0082	0.0685
Si	0.0025	0.0036	0.0482
Si	0.0003	0.0007	0.0557
Si	-0.0182	0.0061	0.0447
Si	0.0076	0.004	0.0348
Si	0.0171	0.0001	0.0732
Si	0.0125	-0.0143	0.0418
Si	-0.0134	0.0074	0.047
Si	0.0139	-0.0058	0.0463
Si	-0.0014	-0.0089	0.0261
Si	0.042	-0.0178	0.0483
Si	0.0143	0.0148	0.0518
Si	0.0085	0.0062	0.0439
Si	0.0009	0.0205	0.051
Si	-0.0063	0.0047	0.0558
Si	-0.0336	0.0244	0.0597
Si	0.0136	-0.037	0.0514
Si	-0.017	0.1904	-0.7251
Si	0.3996	-0.1787	-0.7042
Si	-0.1447	0.3207	-0.6934
Si	-0.2266	0.0493	-0.7448
Si	0.0558	-0.2779	-0.7332
Si	0.1873	-0.0326	-0.7229
Si	-0.2615	0.3293	-0.723
Si	-0.0835	0.1815	-0.7786
Si	0.1617	-0.1496	-0.8094
Si	0.0724	-0.2821	-0.7427
Si	-0.0759	0.1344	-0.7906
Si	0.2749	-0.1446	-0.6891
Si	0.0702	-0.2068	-0.7427
Si	0.1052	-0.2113	-0.7204
Si	-0.2532	0.0396	-0.7178
Si	0.2135	-0.0397	-0.7757
Si	-0.1084	0.2544	-0.7172
Si	-0.257	0.0131	-0.7331
Si	0.0363	0.113	-0.1113
Si	-0.0213	-0.0998	0.0542
Si	-0.0135	-0.2047	0.199
Si	0.0007	-0.0361	0.0857
Si	-0.0346	0.1853	0.2011
Si	-0.1975	-0.145	-0.0184
Si	-0.0221	-0.0717	-0.1203
Si	-0.0497	-0.0897	0.0847
Si	-0.0128	0.0849	-0.0871
Si	-0.0334	0.037	-0.0254
Si	-0.0113	0.0031	-0.1073
Si	0.0034	-0.0895	0.0752
Si	-0.0461	0.0505	0.1819
Si	0.0227	0.1895	-0.0424
Si	-0.009	-0.1241	0.1907
Si	-0.005	0.0326	-0.0519
Si	-0.0387	-0.0351	0.0555
Si	0.1169	0.0406	0.0101
Si	0.0483	-0.0077	-0.0501
Si	-0.0473	0.1489	0.0227
Si	-0.0966	-0.0704	0.2514
Si	-0.0942	0.0432	0.0039
Si	-0.0381	0.0329	0.1
Si	-0.1806	0.0536	-0.145
Si	-0.0248	-0.059	0.1432
Si	-0.0354	-0.0556	0.0293
Si	0.1148	-0.0203	-0.0092
Si	0.0091	-0.0986	-0.0432
Si	0.0226	-0.0258	-0.0252
Si	0.0282	0.1232	0.0027
Si	-0.0617	0.0336	0.0557
Si	-0.0389	0.0003	-0.1319
Si	0.0477	0.1039	0.0203
Si	0.0457	0.0243	-0.0324
Si	0.061	-0.0688	-0.002
Si	-0.0457	-0.0749	0.1677
Si	-0.0051	0.001	0.0102
Si	0	-0.0126	0.0213
Si	0.0059	0.0025	0.0056
Si	-0.0079	0.0059	0.0013
Si	0.0064	0.0073	-0.008
Si	-0.0023	0.0192	0.0156
Si	0.0116	0.0134	0.0109
Si	0.0254	-0.0323	-0.0009
Si	0.0007	0.0021	0.0159
Si	-0.0063	-0.0025	0.0187
Si	-0.0007	0.004	0.0001
Si	0.0203	0.0058	0.0092
Si	-0.019	0.0008	0.0046
Si	0.0025	-0.0194	0.001
Si	-0.0017	-0.0018	0.0008
Si	-0.0076	0.0072	0.006
Si	-0.0116	-0.0177	0.0116
Si	-0.0146	0.0004	0.0083
Si	-0.0046	-0.0061	0.0038
Si	0.0032	-0.0003	0.0074
Si	0.0059	-0.0065	0.0007
Si	0.0074	-0.0034	-0.0044
Si	0.0055	0.0145	-0.0043
Si	-0.0105	-0.025	0.0003
Si	0.0057	-0.0004	0.0103
Si	0.0006	0.0031	0.0107
Si	0.0009	0.0145	0.0026
Si	-0.0105	0.0023	0.0069
Si	-0.0096	-0.0028	-0.0081
Si	0.0087	0.0102	0.0119
Si	-0.0043	-0.0136	0.0049
Si	-0.0027	0.0045	0.003
Si	0.0073	0.0035	-0.0001
Si	-0.0066	0.0028	0.001
Si	-0.0017	-0.0059	-0.0065
Si	0.0103	0.003	-0.005
Si	0.0051	-0.0069	-0.0024
Si	0.0019	0.0011	-0.0012
Si	0.006	0.0077	-0.0129
Si	-0.0002	0.0045	-0.0079
Si	-0.0112	-0.0188	0.0026
Si	-0.0013	-0.0032	-0.0038
Si	-0.0088	0.0038	-0.0076
Si	-0.0069	0.0102	-0.006
Si	-0.0098	-0.0219	0.0017
Si	0.0078	-0.0096	0.001
Si	0.011	0.0183	-0.0073
Si	0.0183	0.0006	0.0043
Si	-0.0005	-0.0042	0.0034
Si	-0.0041	-0.003	-0.0059
Si	-0.0096	0.0031	-0.0001
Si	0.0033	0.0068	-0.0017
Si	-0.0052	0.0016	-0.0066
Si	0.002	0.0057	-0.0045
Si	-0.0024	0.0031	-0.0006
Si	0.0057	0.0007	-0.0007
Si	-0.0024	-0.0054	-0.0053
Si	0.0032	-0.005	-0.0001
Si	-0.0053	0.0135	0.003
Si	-0.0026	0.0043	-0.0011
Si	-0.0005	-0.0084	-0.0019
Si	0.0077	-0.0062	-0.0027
Si	0.0016	0.009	0.0001
Si	-0.002	0.003	-0.0031
Si	0.0001	-0.0032	-0.0026
Si	0.0028	0.0014	-0.0022
Si	-0.0053	-0.0018	0.0038
Si	-0.0073	-0.0016	0.0029
Si	0.008	-0.0078	0.0024
Si	0.0034	0.0012	-0.0046
Si	-0.0017	0.002	-0.0019
Si	-0.0046	-0.0001	0.002
Si	-0.0025	-0.0033	0.0018
Si	0.0095	0.0075	0.0008
Si	0.0007	-0.0027	-0.0045
Si	-0.0011	-0.0089	-0.0023
Si	-0.0084	0.0016	-0.0008
Si	0.0025	-0.0001	0.0048
Si	0.0052	-0.0034	-0.0036
Si	0.0023	0.0036	0.0008
Si	-0.0064	-0.0001	-0.0006
Si	-0.0044	-0.0002	0.006
Si	0.0025	-0.0012	0.0017
Si	0.0062	0.0119	0.0004
Si	0.0013	0.0006	0.0018
Si	-0.0033	-0.0028	0.0026
Si	-0.001	0.0042	0.0051
Si	0.0074	0.0008	-0.0034
Si	-0.0077	-0.0042	0.0027
Si	-0.0032	-0.0021	-0.0032
Si	-0.0037	-0.0074	0.0009
Si	0.004	0.0019	0.005
Si	0.0065	0.0145	-0.0006
Si	-0.0045	-0.0089	0.0004
Si	-0.0039	-0.0075	0.0099
Si	0.0093	0.0063	0.0009
Si	0.0079	0.001	-0.0035
Si	-0.0135	-0.0131	0.0024
Si	-0.0029	-0.0088	0.0048
Si	0.0174	0.0104	-0.0008
Si	-0.0033	0.0016	-0.0004
Si	0.0002	-0.0011	0.003
Si	-0.0094	-0.0052	0.0063
Si	0.0017	0.0129	0.0063
Si	-0.0036	-0.0084	0.0055
Si	-0.0054	-0.0003	0.0032
Si	0.0078	0.0144	-0.0056
Si	-0.0083	-0.0001	-0.0015
Si	0.0025	0.0018	0.0012
Si	0.0037	-0.0028	-0.0036
Si	-0.0083	-0.0127	0.0043
Si	0.0027	-0.0008	0.0003
Si	-0.0074	0.0121	-0.0067
Si	0.009	0.0012	-0.0027
Si	-0.002	-0.0063	-0.0033
Si	0.004	0.0048	0.0016
Si	-0.0022	0.0061	0.0006
Si	0.0069	-0.0072	-0.0021
Si	0.0013	0.0052	-0.0024
Si	-0.0012	-0.0048	0.0007
Si	-0.005	0.0116	-0.0022
Si	0.0008	0.006	0.0013
Si	-0.0075	0.0028	-0.004
Si	0.0016	-0.0032	-0.0014
Si	0.0002	0.0019	0.0017
Si	0.0063	-0.0064	-0.005
Si	0.0003	-0.005	-0.0095
Si	0.0035	0.0016	-0.0113
Si	-0.0019	-0.0028	-0.0066
Si	0.0066	-0.0022	0.0018
Si	-0.0006	-0.0047	-0.0133
Si	-0.0065	-0.0015	-0.0101
Si	-0.0048	-0.0038	-0.0054
Si	-0.01	0.0182	0.0001
Si	0.0137	-0.0024	-0.0037
Si	0.0036	-0.0006	-0.0154
Si	0.0016	-0.0049	-0.0167
Si	-0.0044	-0.0049	-0.0146
Si	-0.0005	-0.0006	-0.0021
Si	-0.011	-0.0039	-0.0152
Si	0.0044	0.0052	-0.0175
Si	0.0028	-0.0031	-0.0123
Si	-0.0064	0.0071	-0.0122
Si	-0.0124	0.0086	-0.0127
O	0.0083	0.1355	0.4589
O	0.3093	0.3276	0.2401
O	-0.0046	0.3056	0.3699
O	-0.2493	0.1787	0.025
O	-0.0026	0.41	-0.6808
O	-0.1349	-0.2395	-0.2991
O	-0.502	-0.2152	-0.6172
O	0.1219	0.0413	0.0386
O	-0.4184	-0.382	0.3179
O	-0.3887	-0.2548	0.5301
O	0.1763	0.4901	0.278
O	0.0387	0.0318	-0.3962
O	-0.0942	-0.0593	0.6769
O	-0.1042	-0.2009	-0.4233
O	-0.2973	-0.3482	-0.1105
O	0.1603	-0.0316	-0.4768
O	-0.1196	0.1406	0.2628
O	0.084	-0.1955	0.6127
O	0.0723	0.2016	0.4423
O	-0.5182	0.2388	-0.4077
O	0.5224	-0.4073	0.1455
O	-0.0206	-0.1889	0.3727
O	-0.1514	0.166	0.3089
O	0.0546	0.065	0.651
O	0.0019	-0.0026	-0.1283
O	-0.1935	0.0065	0.2796
O	0.0474	0.0506	-0.2878
O	-0.0162	-0.1439	-0.3728
O	-0.4761	0.3286	0.0527
O	-0.3761	0.2665	-0.1139
O	-0.3048	-0.0678	-0.2803
O	-0.0852	-0.3528	0.4172
O	-0.0788	-0.1971	-0.3258
O	-0.502	0.4728	-0.1744
O	-0.309	0.1981	0.0207
O	-0.0056	-0.1356	-0.6067
O	0.0565	0.3907	-0.3071
O	-0.0699	0.1636	0.6023
O	-0.3137	-0.1231	-0.3077
O	-0.1633	-0.2548	0.1416
O	0.0652	0.2661	0.487
O	0.1162	-0.1902	-0.0034
O	-0.0581	-0.3535	0.1484
O	-0.2117	-0.173	-0.3618
O	0.0548	0.0408	-0.2713
O	0.5845	0.1094	-0.1778
O	0.0882	-0.5566	-0.1243
O	0.2879	-0.184	0.1397
O	-0.0204	-0.2266	-0.0423
O	0.4162	-0.4455	0.4176
O	0.2534	0.1182	-0.3626
O	-0.1947	0.6254	-0.0145
O	0.0505	-0.0658	-0.2562
O	-0.0683	0.1176	0.4032
O	-0.32	0.0217	0.4455
O	-0.242	0.1903	-0.6198
O	0.0353	0.4009	0.062
O	0.8359	-0.3072	-0.2496
O	0.1713	-0.3211	-0.4348
O	0.5249	0.4104	0.4489
O	-0.4217	-0.4001	0.1498
O	0.3163	0.4187	0.2973
O	-0.787	-0.0159	0.204
O	-0.1178	0.0393	0.2811
O	0.1404	-0.7025	-0.2028
O	-0.0954	-0.0093	-0.1562
O	0.4067	0.2393	-0.1966
O	0.0101	0.0064	0.1396
O	-0.1737	-0.5504	0.2162
O	0.2836	0.1645	-0.409
O	-0.0814	0.125	0.7343
O	0.3302	-0.0878	-0.1303
O	0.3383	0.224	0.4067
O	0.3509	0.3324	-0.0398
O	-0.1838	0.2072	0.0063
O	0.3315	-0.1379	0.2671
O	-0.0501	-0.4167	0.248
O	0.1272	-0.4815	-0.2984
O	-0.4697	-0.2135	0.2803
O	0.2067	0.1179	0.368
O	0.2157	0.547	-0.0802
O	0.5532	-0.1461	-0.0185
O	-0.1847	-0.3436	0.2417
O	0.2017	-0.1907	-0.5102
O	0.2808	0.2147	0.323
O	0.6248	-0.0531	-0.2186
O	-0.4547	-0.1068	0.1903
O	-0.2687	-0.1725	-0.2208
O	0.3887	0.1454	-0.169
O	-0.3945	0.0968	-0.1707
O	-0.1838	0.2175	-0.2981
O	0.5384	-0.1791	-0.2362
O	-0.161	-0.5205	0.1803
O	-0.0501	-0.0251	-0.2785
O	-0.1277	0.2194	-0.2238
O	0.3086	0.3025	0.3621
O	0.1754	0.5108	0.0253
O	-0.3716	0.4655	-0.3588
O	0.4698	-0.2832	-0.4377
O	0.2203	-0.0094	0.0562
O	0.3768	0.2046	0.0406
O	0.1677	0.1705	0.1403
O	-0.1971	0.0166	-0.3515
O	0.3252	0.3059	-0.0516
O	-0.0063	0.5905	0.4299
O	-0.3572	-0.3019	0.3964
O	-0.018	0.0928	-0.2211
O	-0.0637	0.1134	-0.251
